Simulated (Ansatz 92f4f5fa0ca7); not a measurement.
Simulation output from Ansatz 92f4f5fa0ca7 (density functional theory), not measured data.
Periodic cell of 213 atoms, Si132O78H3, from a study of silicon, its oxide and their interface. The atomic structure is a simulated model.
Doubt: the cutoff is far below the 930 eV that the study's wrapper takes by default for these files, so forces and energies are approximate.
This geometry differs little from another in the collection (a relaxation step or a small displacement).

Settings
functional: PBE
potential files: Ansatz PAW
basis: plane waves
wave-function cutoff: 580 eV
density cutoff ratio: 5
exchange-correlation grid ratio: 1
k mesh: 1 x 1 x 1, Gamma-centred
self-consistency stop: 5e-08 eV per atom in the density residual
occupations: fixed
spin: none
net charge: +1 e, with a uniform compensating background and no finite-size correction

Cell vectors (angstrom)
a, 10.938, 0, 0
b, 0, 10.938, 0
c, 0, 0, 31.231

Atoms and the computed forces on them: element, x, y, z (angstrom), force x, y, z (eV/angstrom)
Si, 10.437, 0.5481, 23.7556, -0.0025, 0.0032, 0.0066
Si, 6.1168, 10.3416, 23.8742, 0.0051, -0.001, 0.0049
Si, 2.2713, 3.1155, 23.7722, -0.0037, 0.0047, 0.0076
Si, 8.6374, 2.3737, 23.8049, 0.0045, -0.0053, 0.0052
Si, 0.6585, 4.9795, 23.8559, 0.0019, -0.0041, 0.0045
Si, 4.996, 5.9425, 23.8794, -0.0013, 0.0011, 0.0016
Si, 3.2838, 7.6431, 23.9061, 0.0022, -0.0012, 0.0018
Si, 7.7916, 8.5338, 23.8352, -0.0046, 0.0046, 0.0074
Si, 1.2851, 1.4157, 25.0784, 0.0001, -0.0019, 0.0005
Si, 6.9584, 1.2799, 25.0729, -0.0028, -0.001, 0.001
Si, 4.0589, 4.0965, 25.0264, 0.0004, -0.0011, 0.0021
Si, 9.7073, 4.0734, 25.0419, -0.0005, 0.0002, 0.0013
Si, 1.5213, 6.7296, 25.1699, -0.0015, -0.001, 0.0018
Si, 6.7834, 6.859, 25.1336, 0.0007, -0.0006, 0.002
Si, 4.2219, 9.4893, 25.0441, -0.0003, -0.0013, 0.0023
Si, 9.5639, 9.614, 24.9916, 0.0006, -0.0007, 0.0011
Si, 2.755, -0.024, 26.3008, -0.0006, 0.0018, 0.0062
Si, 8.276, -0.028, 26.5275, -0.0005, -0.0007, -0.0191
Si, 0.0259, 2.7533, 26.5559, 0.0038, 0.0035, -0.0198
Si, 5.498, 2.7003, 26.3161, 0.0006, 0.0011, 0.0055
Si, 2.7987, 5.3886, 26.5907, 0.0078, 0.0054, -0.0249
Si, 8.2459, 5.445, 26.3414, 0.0002, 0, 0.0049
Si, 0.0417, 8.1985, 26.3184, -0.0006, 0.0007, 0.006
Si, 5.4992, 8.2136, 26.5765, -0.0014, -0.0025, -0.026
Si, 4.1078, 1.3555, 27.7201, -0.0007, -0.0017, -0.0044
Si, 9.6068, 1.3597, 27.8758, -0.001, -0.0027, 0.0223
Si, 1.3869, 4.0879, 27.9153, -0.0078, -0.0072, 0.0265
Si, 6.8637, 4.0779, 27.733, 0.0008, -0.0015, -0.0045
Si, 4.1413, 6.8162, 27.892, -0.0027, -0.0033, 0.02
Si, 9.5892, 6.8472, 27.7292, 0.0003, -0.0005, -0.0044
Si, 1.3955, 9.562, 27.7325, 0.0009, -0.0007, -0.0047
Si, 6.8744, 9.584, 27.8839, 0.003, 0.0038, 0.0235
Si, 0.0387, -0.0315, 29.1778, 0.0002, 0.002, -0.0046
Si, 5.4569, 0.0176, 29.1724, 0.002, 0.0009, -0.0027
Si, 2.7672, 2.6951, 29.1876, -0.0012, 0, -0.0042
Si, 8.2008, 2.7307, 29.1774, -0.002, 0.0024, -0.0015
Si, -0.0153, 5.4913, 29.1793, 0.0026, 0.0006, -0.003
Si, 5.5117, 5.4308, 29.1843, 0.0019, -0.0004, -0.004
Si, 2.7294, 8.2026, 29.1753, -0.0013, 0.0015, -0.0019
Si, 8.2342, 8.1781, 29.1803, 0.0012, 0, -0.004
Si, 1.3673, 1.3673, 30.5472, 0.1841, -0.2013, 0.0282
Si, 6.8362, 1.3673, 30.5472, -0.1068, 0.0861, 0.0426
Si, 4.1018, 4.1018, 30.5472, 0.1999, -0.1827, -0.0668
Si, 9.5708, 4.1018, 30.5472, -0.0971, 0.0966, -0.0202
Si, 1.3673, 6.8362, 30.5472, -0.1091, 0.1052, 0.0611
Si, 6.8362, 6.8362, 30.5472, 0.2718, -0.1002, -0.0141
Si, 4.1018, 9.5708, 30.5472, -0.0444, 0.0664, -0.0321
Si, 9.5708, 9.5708, 30.5472, 0.2125, -0.1342, -0.0618
Si, 2.7345, 0, 0.6835, -0.1904, 0.1416, 0.086
Si, 8.2035, 0, 0.6835, -0.0036, -0.1137, -0.0897
Si, 0, 2.7345, 0.6835, 0.0396, -0.0965, -0.0943
Si, 5.469, 2.7345, 0.6835, -0.1495, 0.2142, 0.1082
Si, 2.7345, 5.469, 0.6835, 0.0677, -0.1258, -0.1046
Si, 8.2035, 5.469, 0.6835, -0.1716, 0.1326, 0.0747
Si, 0, 8.2035, 0.6835, -0.143, 0.1789, 0.101
Si, 5.469, 8.2035, 0.6835, 0.0556, -0.017, -0.0414
Si, 4.0639, 1.4121, 2.0585, -0.0012, -0.0023, 0.0066
Si, 9.5661, 1.3629, 2.0421, -0.0053, -0.0005, 0.0025
Si, 1.3809, 4.0845, 2.041, -0.0005, 0.0078, -0.0017
Si, 6.7956, 4.1443, 2.0598, 0.0011, -0.0017, 0.0056
Si, 4.1149, 6.8235, 2.0421, 0, -0.0028, 0.0026
Si, 9.534, 6.8675, 2.0506, 0.0028, -0.0009, 0.0084
Si, 1.3473, 9.5962, 2.0551, 0.0009, 0.0007, 0.0052
Si, 6.8305, 9.5852, 2.0608, -0.0031, -0.0023, -0.0011
Si, -0.0298, 0.0178, 3.4664, -0.0002, 0.0012, 0.0019
Si, 5.4322, 0.0401, 3.3734, 0.0122, 0.0062, -0.0236
Si, 2.7121, 2.7583, 3.5041, -0.0061, 0.0065, 0.0033
Si, 8.1868, 2.7643, 3.3479, 0.0136, 0.002, -0.0181
Si, 0.0156, 5.4958, 3.3259, 0.0107, -0.0085, -0.0247
Si, 5.4337, 5.4877, 3.5093, -0.0001, 0.0035, 0.0081
Si, 2.763, 8.2246, 3.3415, 0.0119, 0.0058, -0.0218
Si, 8.1525, 8.2096, 3.481, -0.0077, 0.0045, 0.0015
Si, 1.3209, 1.3878, 4.8753, 0.0067, 0.0001, -0.0035
Si, 6.8106, 1.4319, 4.7324, -0.0014, 0.0237, 0.0356
Si, 4.0351, 4.1684, 4.937, 0.0014, -0.0101, -0.0078
Si, 9.6031, 4.1041, 4.6493, 0.001, 0.0302, 0.0236
Si, 1.404, 6.8402, 4.6499, 0.0007, 0.0053, 0.0234
Si, 6.7401, 6.9028, 4.9176, 0.014, -0.0013, -0.0018
Si, 4.1019, 9.5827, 4.7178, 0.0016, 0.0063, 0.0219
Si, 9.5136, 9.5928, 4.8404, -0.0046, -0.0017, 0.0003
Si, 2.6702, -0.0984, 6.1148, -0.0086, -0.0097, -0.0016
Si, 8.1041, 0.0641, 6.1607, 0.0042, -0.0063, 0.007
Si, -0.0532, 2.8212, 6.1792, -0.0077, -0.0015, 0.0004
Si, 5.3115, 2.6592, 6.2539, -0.0279, -0.0213, 0.0064
Si, 2.6484, 5.6019, 6.2615, 0.0012, -0.0033, 0.0012
Si, 8.1848, 5.4253, 6.0694, 0.0157, 0.0087, -0.0197
Si, -0.0132, 8.1126, 6.0075, 0.0015, -0.0047, 0.0007
Si, 5.3725, 8.3312, 6.3024, -0.0007, -0.0038, -0.006
Si, 4.4023, 0.7712, 7.4307, -0.0052, 0.0096, -0.0166
Si, 9.0783, 1.8441, 7.34, 0.0254, -0.0405, 0.0049
Si, 0.8078, 4.649, 7.4171, -0.0034, 0.0044, -0.0125
Si, 7.3544, 3.4585, 6.9635, -0.0163, -0.0177, -0.012
Si, 3.5182, 7.449, 7.5243, -0.0088, 0.0017, -0.0085
Si, 10.0393, 6.3169, 7.2472, -0.0218, -0.0065, -0.0141
Si, 1.643, 9.0907, 7.3468, 0.0024, -0.0037, -0.0045
Si, 6.2782, 10.234, 7.4534, -0.0001, -0.0004, -0.0063
H, 9.2979, 1.6111, 8.7983, -0.0119, 0.021, 0.0188
O, 3.9237, 0.793, 9.0173, -0.0042, 0.0033, 0.0222
O, 6.5862, 10.388, 9.0921, 0.0029, 0.0006, 0.009
O, 0.8208, 9.6493, 8.6871, -0.0016, 0.0012, 0.0117
O, 3.9646, 7.1021, 9.0816, 0.0054, 0.0014, 0.0146
O, 9.7523, 6.7302, 8.809, -0.0015, 0.0072, 0.0215
O, 0.9834, 4.5071, 9.0576, 0.0031, -0.0062, 0.0196
H, 2.8217, 7.9458, 22.5204, -0.0006, 0, -0.0011
H, 5.3934, 5.6126, 22.4718, -0.0002, -0.0001, -0.0014
O, 7.9846, 3.1578, 22.4397, -0.0008, 0.0034, -0.0113
O, 0.1643, 11.0656, 22.2938, 0.0027, -0.0057, -0.0129
O, 0.5059, 5.6769, 22.3461, -0.0034, 0.0007, -0.0129
O, 2.5896, 2.5126, 22.2416, 0.0037, -0.0042, -0.0145
O, 5.8981, -0.1375, 22.3106, -0.0046, 0.0009, -0.0141
O, 8.1472, 7.8757, 22.3392, 0.0051, -0.0028, -0.0134
Si, 10.9829, 9.2022, 14.0026, -0.0009, 0.0027, -0.0074
Si, 5.9039, 8.1398, 16.4073, 0.0008, 0.0008, -0.0029
Si, 9.1728, 0.9542, 19.1591, 0.0006, 0.0005, 0.0038
Si, 3.2567, 7.1116, 17.5677, -0.0012, 0.0003, -0.001
Si, 2.2922, 4.5834, 19.0052, -0.0012, -0.0009, 0.0031
Si, 0.7133, 2.4278, 14.5779, -0.0011, -0.0025, -0.008
Si, 7.1615, 5.7509, 11.5984, 0.0013, 0.0002, -0.0187
Si, 8.6492, 3.1609, 20.9411, -0.0015, 0, 0.0123
Si, 5.5086, 3.3331, 12.0193, 0.001, 0.0006, -0.0102
Si, 1.2448, 3.6763, 10.4321, 0.0001, 0.0003, -0.0177
Si, 2.4684, 0.7651, 18.3035, 0, 0.0001, 0.002
Si, 2.9729, 9.3916, 19.7236, 0.0003, 0.0002, 0.0045
Si, 5.9661, 3.5746, 16.1576, 0.0011, -0.0016, -0.0038
Si, 3.1365, 2.2942, 20.7234, -0.0019, 0.0001, 0.0124
Si, 7.2901, 5.9625, 14.6413, -0.0021, 0.0012, -0.0084
Si, 6.1681, 1.2309, 14.3135, -0.0003, 0.0007, -0.0059
Si, 9.9759, 4.7989, 15.65, -0.0004, 0, -0.0022
Si, 8.3605, 3.6447, 18.0819, -0.0002, 0.0001, 0.002
Si, 10.7231, 1.4971, 11.7497, 0.0005, -0.0008, -0.0154
Si, 4.0035, 10.0071, 14.6721, 0.0001, 0.0004, -0.0054
Si, 3.5866, 1.5441, 10.4242, 0.0014, -0.004, -0.0261
Si, 6.8064, 9.3869, 10.3613, 0.0002, 0.0006, -0.0201
Si, 5.1436, -0.1663, 20.8824, 0.0039, 0.0004, 0.0122
Si, 0.5424, 9.6059, 10.2868, -0.0046, -0.0041, -0.0215
Si, 2.4619, 10.0684, 12.2422, 0, 0.0023, -0.014
Si, 8.9241, 7.8899, 20.8971, -0.0018, -0.0004, 0.0117
Si, 7.2842, 9.5658, 18.8806, -0.001, -0.0004, 0.0022
Si, 8.4351, 10.6862, 12.8589, -0.0018, -0.0021, -0.0081
Si, 3.0584, 5.3878, 12.4164, 0.0018, -0.0012, -0.0106
Si, 10.77, 5.2924, 20.9123, 0.0016, 0.0006, 0.0116
Si, 9.1729, 7.4416, 10.1332, 0.0056, -0.007, -0.0264
Si, 1.4819, 6.6234, 14.9218, 0.0018, -0.0013, -0.0059
Si, 4.7173, 7.2221, 10.5245, -0.0001, 0.0002, -0.0182
Si, 2.8983, 3.0962, 16.5248, -0.0007, -0.0006, -0.0015
Si, 1.159, 10.6736, 16.0551, -0.0004, -0.0008, -0.0023
Si, 0.1206, 10.3086, 20.8508, -0.0011, 0.0017, 0.0114
O, 7.8413, 8.2871, 9.7482, -0.001, 0.002, 0.0078
O, 10.0508, 9.0486, 20.9595, 0.0003, -0.0002, -0.0019
O, 8.0978, 4.0492, 19.6652, -0.0011, 0.0001, -0.0043
O, 4.8312, 7.2416, 17.2145, -0.0007, -0.0008, 0.0017
O, 11.0193, 9.5394, 15.6072, 0.0008, 0.0006, 0.004
O, 9.3575, 4.5797, 17.1609, -0.0006, -0.0007, 0.0013
O, 3.1965, 1.6103, 17.1231, -0.0001, -0.0002, 0.0003
O, 4.1163, 9.4647, 20.8995, -0.0025, -0.0009, -0.0032
O, 0.7506, 1.9876, 12.9993, 0.0016, 0.0021, 0.0106
O, 8.497, 1.5853, 20.5196, 0.0005, -0.0025, -0.0039
O, 3.2873, 3.7815, 20.0453, -0.0007, 0.0023, -0.0031
O, 0.961, 5.1873, 19.7341, 0.0037, -0.0013, -0.0041
O, 3.1163, 0.5064, 11.6085, -0.0039, -0.0073, 0.0095
O, 2.3792, 7.2287, 16.1726, 0.0009, -0.0002, 0.0026
O, 6.048, 2.297, 13.1169, 0.0015, -0.0045, 0.0056
O, 8.4755, 10.5963, 18.4989, 0.0002, -0.0003, -0.0001
O, 6.675, 9.0783, 17.4667, 0.0001, -0.0008, -0.0005
O, 5.0803, 9.0098, 15.3203, 0.0006, -0.0015, 0.0022
O, 6.2321, 10.4764, 19.7204, 0.0022, -0.0018, -0.0036
O, 3.6547, 6.7187, 11.6563, -0.0051, -0.0048, 0.0069
O, 0.6346, 7.6743, 13.9592, 0.0007, -0.0025, 0.0022
O, 10.317, 8.5013, 10.6752, 0.0035, 0.0048, 0.0046
O, 10.3811, 3.4037, 14.8902, -0.0008, 0.0014, 0.0019
O, 4.7328, 0.4889, 14.419, 0.0004, -0.0022, 0.0012
O, 1.9594, 9.1453, 10.9878, 0.0045, 0.0009, 0.0096
O, 9.4799, 9.5208, 13.4015, 0.0018, -0.0016, 0.0035
O, 2.6649, 10.2446, 15.566, -0.0017, -0.0001, 0.0023
O, 4.4714, 1.3418, 20.7511, -0.0006, -0.0003, -0.0013
O, 6.034, 6.2607, 10.5278, 0.0021, -0.0013, 0.0094
O, 2.0819, 1.5769, 19.6743, -0.0008, -0.0023, -0.0034
O, 3.538, 10.5606, 18.7182, -0.0004, 0.0004, -0.0009
O, 4.9128, 2.4191, 10.7991, 0.0042, 0.0037, 0.0098
O, 0.5249, 1.094, 15.452, 0.0006, -0.0017, 0.0022
O, 2.3687, 2.5562, 10.1013, -0.0017, -0.0011, 0.0063
O, 4.3041, 4.3176, 12.5564, -0.0009, 0.0002, 0.0029
O, 6.3777, 4.6781, 15.0356, -0.0005, -0.0025, 0.0031
O, 2.7562, 8.1365, 18.7363, -0.0005, -0.0021, -0.0004
O, 8.8674, 5.5714, 14.7357, 0.002, -0.0016, 0.0018
O, 5.3453, 8.7316, 10.7603, -0.0021, -0.0014, 0.0039
O, 6.8808, 4.1379, 11.5839, -0.0048, -0.0018, 0.0089
O, 6.9298, 6.3664, 13.0957, 0, 0.0005, 0.0135
O, 0.2037, 0.2086, 10.7813, 0.0011, 0.0039, 0.0092
O, 6.8402, 3.7708, 17.5097, -0.0001, -0.0006, 0.0011
O, 1.1939, -0.0342, 17.6608, -0.0006, -0.0005, 0.001
O, 10.1665, 3.7729, 21.1117, -0.0006, 0.0001, -0.0028
O, 6.3762, 2.0664, 15.6883, -0.0004, 0.0018, 0.0033
O, 9.2531, 1.0776, 12.3313, -0.0031, -0.0039, 0.0064
O, 7.8428, 8.2696, 19.7231, -0.0021, 0.002, -0.0035
O, 1.8826, 3.7372, 17.6504, 0.0002, -0.0008, -0.0004
O, 1.8133, 4.7104, 11.5704, 0.0035, 0.0039, 0.0077
O, 4.3614, 3.792, 16.3789, -0.0006, -0.0006, 0.0008
O, 2.1459, 3.0852, 15.0643, 0.0014, 0.0002, 0.002
O, 1.5776, 9.707, 20.4788, 0.0021, -0.0006, -0.0015
O, 7.4959, 10.1141, 11.6405, 0.0059, 0.0036, 0.012
O, 10.6062, 0.4318, 19.7077, -0.0017, 0.0012, -0.0026
O, 3.5703, 9.3882, 13.213, 0.003, -0.0002, 0.0068
O, 10.7947, 2.8595, 10.8155, 0.0017, -0.0034, 0.0073
O, 9.6413, 6.442, 20.5819, -0.0002, -0.0001, -0.0017
O, 6.9869, 7.2216, 15.6187, -0.0016, 0.0001, 0.0017
O, 1.0908, 10.1912, 13.1796, -0.0044, -0.0019, 0.007
O, 7.4245, 0.2123, 14.0564, -0.0032, 0.0015, 0.0037
O, 0.3932, 5.6929, 15.6947, -0.0015, -0.0015, 0.0018
O, 9.1119, 2.1712, 18.0593, -0.0002, 0.0001, -0.0006
O, 2.4809, 5.8302, 13.8829, -0.0043, 0.0026, 0.0074
O, 8.6716, 6.2366, 11.1385, -0.0058, -0.0054, 0.0092
O, 3.2187, 5.726, 18.374, 0.0004, 0.0001, 0.0003

Results
free energy: -128325.036 eV
free energy less fixed offsets of H -15.97, O -568.88, Si -635.61 eV per atom: -3.966 eV

The program warned: the cutoff lies below the one the program advises for these potential files; the forces do not sum to zero within the program's tolerance; the exchange-correlation potential is rough where the density is thin.
